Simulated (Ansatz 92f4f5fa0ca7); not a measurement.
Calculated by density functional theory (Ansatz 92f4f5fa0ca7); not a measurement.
Periodic cell of 251 atoms, Si165O86, from a study of silicon, its oxide and their interface. The atomic structure is a simulated model.
Doubt: the cutoff is far below the 930 eV that the study's wrapper takes by default for these files, so forces and energies are approximate.
This geometry differs little from another in the collection (a relaxation step or a small displacement).

Settings
functional: PBE
potential files: Ansatz PAW
basis: plane waves
wave-function cutoff: 580 eV
density cutoff ratio: 5
exchange-correlation grid ratio: 1
k mesh: 1 x 1 x 1, Gamma-centred
self-consistency stop: 5e-08 eV per atom in the density residual
occupations: fixed
spin: none
net charge: 0

Cell vectors (angstrom)
a	10.938	0	0
b	0	10.938	0
c	0	0	37.2977

Atoms: element, x, y, z (angstrom)
Si	0	0	0.683
Si	5.469	0	0.683
Si	2.7345	2.7345	0.683
Si	8.2035	2.7345	0.683
Si	0	5.469	0.683
Si	5.469	5.469	0.683
Si	2.7345	8.2035	0.683
Si	8.2035	8.2035	0.683
Si	1.3673	1.3673	2.0503
Si	6.8362	1.3673	2.0503
Si	4.1018	4.1018	2.0503
Si	9.5708	4.1018	2.0503
Si	1.3673	6.8362	2.0503
Si	6.8362	6.8362	2.0503
Si	4.1018	9.5708	2.0503
Si	9.5708	9.5708	2.0503
Si	2.7345	0	35.2462
Si	8.2035	0	35.2462
Si	0	2.7345	35.2462
Si	5.469	2.7345	35.2462
Si	2.7345	5.469	35.2462
Si	8.2035	5.469	35.2462
Si	0	8.2035	35.2462
Si	5.469	8.2035	35.2462
Si	4.1018	1.3673	36.6134
Si	9.5708	1.3673	36.6134
Si	1.3673	4.1018	36.6134
Si	6.8362	4.1018	36.6134
Si	4.1018	6.8362	36.6134
Si	9.5708	6.8362	36.6134
Si	1.3673	9.5708	36.6134
Si	6.8362	9.5708	36.6134
Si	0.105	-0.6603	26.8418
Si	5.8458	-0.4769	26.7895
Si	2.3341	3.3918	27.3078
Si	7.7452	3.247	27.1289
Si	0.586	5.0864	27.2713
Si	5.9639	4.9616	27.0641
Si	2.4807	8.1529	27.1825
Si	8.1395	8.2387	27.1301
Si	1.4744	1.5544	28.4746
Si	6.818	1.3133	28.1911
Si	4.2165	4.1661	28.4611
Si	9.6175	4.1022	28.3498
Si	1.4127	6.7466	28.7055
Si	6.8814	6.707	28.3666
Si	4.1717	9.4652	28.2224
Si	9.6224	9.4289	28.4832
Si	2.8292	-0.0231	29.6498
Si	8.2437	0.0281	29.6617
Si	-0.0185	2.7494	29.8305
Si	5.4713	2.6138	29.7115
Si	2.9112	5.48	29.9438
Si	8.2979	5.463	29.7803
Si	0.0026	8.1386	29.9264
Si	5.5013	8.138	29.6975
Si	4.1254	1.3079	31.1319
Si	9.5588	1.353	31.1452
Si	1.4203	4.094	31.1725
Si	6.8702	4.0418	31.0648
Si	4.2052	6.8897	31.2431
Si	9.5653	6.8036	31.2508
Si	1.4331	9.5897	31.1083
Si	6.8756	9.5636	31.0406
Si	0.0258	-0.0073	32.4856
Si	5.5062	-0.0424	32.4789
Si	2.7568	2.6875	32.5101
Si	8.1993	2.7152	32.5073
Si	0.0409	5.4466	32.5507
Si	5.5433	5.4321	32.5056
Si	2.7662	8.2371	32.5336
Si	8.19	8.2217	32.5136
Si	1.3664	1.3603	33.8802
Si	6.8317	1.3543	33.8713
Si	4.1142	4.0958	33.8618
Si	9.5704	4.0876	33.88
Si	1.3842	6.8535	33.8855
Si	6.8475	6.8364	33.8851
Si	4.125	9.5869	33.8903
Si	9.5813	9.576	33.8678
Si	2.7095	-0.0037	3.42
Si	8.1937	-0.0135	3.4178
Si	-0.017	2.7174	3.4226
Si	5.4348	2.7288	3.4123
Si	2.719	5.4551	3.405
Si	8.1872	5.4757	3.4222
Si	-0.0025	8.2255	3.4181
Si	5.4603	8.188	3.4196
Si	4.0347	1.3887	4.7839
Si	9.5385	1.356	4.7979
Si	1.3479	4.0971	4.7726
Si	6.7686	4.123	4.7659
Si	4.0493	6.839	4.7704
Si	9.5306	6.8968	4.7656
Si	1.3294	9.6039	4.8206
Si	6.8181	9.5649	4.7857
Si	-0.0494	0.0159	6.2348
Si	5.399	-0.0081	6.0869
Si	2.6581	2.7244	6.2058
Si	8.1067	2.7203	6.0899
Si	-0.0251	5.5175	6.0518
Si	5.3719	5.4635	6.1528
Si	2.7045	8.2166	6.1476
Si	8.1803	8.2349	6.2072
Si	1.2705	1.4137	7.6455
Si	6.734	1.3343	7.4585
Si	4.0253	4.0847	7.5705
Si	9.4856	4.1732	7.3194
Si	1.3178	6.8441	7.4753
Si	6.7155	6.8819	7.4839
Si	4.0658	9.6062	7.5091
Si	9.5256	9.6057	7.652
Si	2.7023	-0.0153	8.9464
Si	8.1101	0.1024	8.9407
Si	-0.1996	2.9162	8.8241
Si	5.3579	2.6316	8.8878
Si	2.6698	5.5133	8.8812
Si	7.9983	5.3692	8.695
Si	0.0672	8.2335	8.9276
Si	5.482	8.3177	8.9189
Si	4.2673	1.0559	10.3084
Si	8.9242	2.0211	10.0406
Si	0.996	4.4508	10.172
Si	7.0941	3.6659	10.0137
Si	3.9169	7.0776	10.1342
Si	10.0306	6.8936	10.5769
Si	1.6756	9.2665	10.2779
Si	6.6246	9.8678	10.3903
O	-1.2165	-0.4819	13.1296
O	-20.943	9.8193	11.6372
O	1.5601	3.432	11.3244
O	20.378	23.5172	11.5588
O	9.5653	7.726	11.9404
O	17.5359	48.0709	11.472
O	7.3613	9.3326	11.79
O	3.4777	1.6125	11.6545
O	5.4253	-0.0081	10.8499
O	0.1053	5.6356	10.9415
O	2.8108	8.1514	10.7678
O	5.6286	5.4433	13.6874
O	2.8746	7.1062	25.9214
O	5.4109	10.6317	25.1942
O	6.7563	5.888	21.628
O	1.3808	9.2628	26.6061
O	8.9209	7.5805	25.8197
O	-0.6832	10.5177	25.4367
O	0.5087	5.8314	25.7638
O	3.2904	12.0084	25.2544
Si	0.364	-1.2736	18.1726
Si	12.6411	-3.0344	20.3433
Si	6.0228	5.7074	12.1295
Si	4.6216	0.8801	21.2334
Si	13.5917	-5.2752	16.2182
Si	4.0912	0.0254	24.286
Si	1.5566	4.0951	23.11
Si	6.1804	6.9233	22.7525
Si	8.4644	7.5117	15.7137
Si	1.901	-1.8672	23.2204
Si	4.5911	4.2575	14.065
Si	7.221	2.2725	20.1269
Si	9.2162	12.035	13.0609
Si	1.7133	6.5326	24.8884
Si	-2.8622	-2.8667	12.5905
Si	5.9814	4.9351	20.5669
Si	-2.904	0.8693	22.3735
Si	-3.5545	3.2438	24.0965
Si	9.5734	4.9549	22.6234
Si	10.2352	10.2933	23.8304
Si	5.5179	4.6526	24.6828
Si	0.1316	4.4246	17.4721
Si	2.9864	2.6769	25.2005
Si	-2.4983	4.4981	15.9809
Si	8.3684	8.4815	18.6369
Si	6.9584	2.3437	14.5959
Si	13.612	2.8577	12.3406
Si	3.3795	3.485	20.6854
Si	10.0725	-4.6918	19.8914
Si	0.8449	1.5791	14.4568
Si	10.9217	1.5715	17.3881
Si	-4.6308	9.4876	20.9622
Si	0.5951	7.9867	15.5167
Si	8.8347	7.5754	24.1843
Si	0.3572	9.9203	13.1518
Si	3.7096	5.8013	18.9854
Si	7.8758	12.9345	17.2525
O	2.1312	3.926	21.6084
O	4.7307	6.3085	11.3357
O	7.9604	3.6485	14.6689
O	-0.0393	4.1422	23.0187
O	7.2797	1.5304	18.6809
O	9.7513	-1.5699	18.6229
O	4.9459	-0.5852	20.5586
O	11.1956	7.1877	20.6183
O	2.2486	-2.3139	21.6958
O	11.488	0.3393	18.2681
O	7.2665	-3.45	23.8004
O	3.6251	4.8047	15.2411
O	-8.1032	-4.1141	19.901
O	9.443	11.488	23.1013
O	8.4645	1.7651	21.0515
O	3.2511	-1.346	23.9855
O	-0.1592	5.544	18.6055
O	9.3481	1.3283	16.9974
O	0.5498	8.5465	13.9894
O	3.4365	1.835	20.5983
O	7.0954	-1.5324	26.6078
O	1.5996	-6.3276	16.8377
O	9.4603	-2.0346	23.5142
O	1.2334	11.0159	13.9747
O	11.862	1.7148	16.0641
O	8.6878	6.288	9.8911
O	11.6762	9.16	16.653
O	7.8815	3.6465	17.27
O	8.7721	7.0485	19.3154
O	13.1667	5.4213	23.8128
O	4.7581	4.1302	21.3271
O	7.269	10.4151	21.9289
O	1.4612	-1.9297	19.1753
O	1.9546	2.5286	13.7604
O	6.9242	1.5238	16.0186
O	11.7393	10.2704	23.2022
O	4.2844	3.5604	24.693
O	15.3331	0.7153	22.8403
O	7.9171	8.3382	17.0439
O	1.2249	7.8178	24.0193
O	8.1045	8.2012	14.248
O	-0.6884	1.9397	14.0094
O	0.6187	0.8286	27.2575
O	0.0693	2.9708	18.218
O	5.712	8.226	21.8554
O	5.1932	5.9969	23.72
O	3.5851	-4.7024	17.4294
O	5.2969	5.8607	19.3995
O	3.2035	4.241	19.2369
O	-2.6211	4.0316	23.0254
O	-1.3835	-5.7326	21.0158
O	-3.094	-4.9359	15.8498
O	7.068	-7.0542	19.9623
O	3.7344	4.0235	12.7006
O	7.6457	1.3345	13.4911
O	1.8289	6.9121	15.5538
O	7.1629	9.0874	19.5964
O	5.9445	1.7539	20.9538
O	8.1691	3.0119	25.5308
O	5.4239	2.8653	14.3594
O	7.1929	6.7903	12.1957
O	-0.8553	7.31	15.8178
O	7.1377	12.688	23.4419
O	-0.8805	4.508	16.1843
O	9.5878	6.3161	23.5068
O	-9.0718	2.7921	24.0216

Results
free energy: -153801.919 eV
free energy less fixed offsets of O -568.88, Si -635.61 eV per atom: -2.589 eV

Forces (eV/angstrom), in the order of the atoms: element, x, y, z
Si	-0.0316	0.0453	-0.0131
Si	-0.0089	0.0276	-0.0099
Si	0.0063	0.0391	0.006
Si	-0.0081	0.0417	0.0019
Si	-0.0118	0.0697	0.0029
Si	-0.0008	0.0171	-0.0084
Si	-0.0088	-0.0162	-0.0024
Si	0.0104	0.0074	0.0066
Si	-0.114	-0.013	-0.0543
Si	-0.0673	0.0041	0.0774
Si	-0.0768	0.0262	-0.1594
Si	-0.0628	0.01	0.1024
Si	-0.0923	0.0319	0.0316
Si	-0.0638	-0.0276	-0.0861
Si	-0.0459	-0.0112	0.0972
Si	-0.0134	0.0569	-0.0994
Si	0.0572	0.0324	0.053
Si	0.0685	0.0392	-0.0531
Si	-0.0279	-0.0602	0.0339
Si	-0.0072	-0.077	-0.0554
Si	0.1241	-0.0072	-0.0864
Si	0.1429	0.0212	0.0251
Si	-0.0114	0.0222	0.0034
Si	-0.0118	-0.0921	0.0521
Si	-0.0528	0.0248	0.0143
Si	0.0277	-0.0288	0.0145
Si	-0.0036	-0.0314	-0.0124
Si	-0.0032	-0.0095	-0.0157
Si	0.0213	-0.024	0.0139
Si	-0.0033	-0.0537	0.0081
Si	0.0006	-0.0175	0.0056
Si	0.0444	-0.0636	-0.004
Si	-0.0146	0.0127	0.0119
Si	-0.0224	-0.0229	0.0261
Si	-0.0142	-0.0496	0.0269
Si	-0.0253	0.0287	0.006
Si	0.0035	-0.0067	0.0201
Si	0.0267	-0.0077	0.0009
Si	0.0032	-0.0015	-0.0091
Si	-0.0086	-0.0192	0.0148
Si	0.058	0.109	-0.0006
Si	0.0147	0.0062	-0.0009
Si	-0.0151	0.0009	-0.0042
Si	0.0063	0.0022	-0.0103
Si	-0.0075	-0.0187	-0.0046
Si	-0.002	0.0078	-0.0152
Si	0.0211	0.0142	-0.0037
Si	0.0151	-0.0024	-0.0097
Si	0.0067	-0.0206	0.0258
Si	-0.0045	-0.0028	0.0151
Si	-0.0119	-0.0056	0.0295
Si	-0.014	0.0143	0.0129
Si	0.0286	0.007	0.0092
Si	-0.0048	-0.0051	0.0104
Si	-0.0037	0.012	0.009
Si	0.0102	-0.0051	0.0104
Si	0.0032	0.001	-0.0038
Si	0.009	0.0116	0.0013
Si	-0.0069	-0.0019	-0.0088
Si	0.0091	-0.0032	0.0007
Si	-0.0168	-0.0026	-0.0028
Si	0.0028	-0.0028	-0.0024
Si	0.0059	-0.003	-0.0022
Si	-0.0024	0.0033	-0.0058
Si	-0.0078	0.0023	-0.0011
Si	0.0015	-0.0047	0.0052
Si	0.0021	0.0031	0.0013
Si	-0.0034	0.0002	0.0036
Si	-0.0037	-0.0007	0.0038
Si	-0.0095	-0.0033	-0.0024
Si	0.0038	-0.0039	-0.0004
Si	-0.0003	0.0001	0.0049
Si	-0.0012	-0.0033	0.002
Si	0.0008	0.0058	-0.0005
Si	0.0045	0.0008	0.0055
Si	-0.0016	0.0018	0.0004
Si	0.0068	0.0016	0.0013
Si	-0.0012	-0.0001	0.0019
Si	-0.0025	0.0005	-0.004
Si	0.0022	0.0002	0.0024
Si	-0.007	0.0034	0.0017
Si	0.0084	-0.0037	-0.0025
Si	0.0018	-0.0059	0.0007
Si	0.0006	0.0058	0
Si	0.0045	-0.0036	0.0006
Si	-0.0076	0.0043	-0.0017
Si	0.0006	0.0066	0.0001
Si	0.0006	-0.0043	0.0009
Si	0.0028	-0.0019	-0.0068
Si	-0.0047	0.0033	-0.0052
Si	-0.0003	0.0068	-0.005
Si	0.009	-0.0027	0.0009
Si	-0.0011	0.0031	-0.0026
Si	0.0048	-0.0051	-0.006
Si	0.0039	-0.0014	-0.0025
Si	-0.0044	0.0059	-0.0079
Si	0.003	0.0017	-0.005
Si	0.0138	-0.003	0.0193
Si	-0.0024	0.003	-0.0031
Si	-0.0008	-0.0091	0.0276
Si	0.0046	-0.0045	0.027
Si	-0.008	-0.0035	-0.0023
Si	0.0005	0.0046	0.017
Si	-0.0015	-0.0023	-0.007
Si	0.0022	-0.0108	0.0049
Si	0.008	0.0085	-0.048
Si	0.0055	-0.0007	-0.0043
Si	-0.0123	0.0105	-0.0066
Si	0.0005	-0.0145	-0.038
Si	-0.0117	0.0046	0.0071
Si	-0.018	-0.0103	-0.0363
Si	0.0116	-0.0037	0.0123
Si	-0.0193	-0.0098	0.0274
Si	-0.0034	-0.026	0.0074
Si	0.0019	0.0076	0.0039
Si	-0.0066	0.0084	0.0304
Si	-0.0027	-0.0085	0.0072
Si	0.0313	-0.0434	0.0036
Si	-0.0048	0.0192	0.0083
Si	0.0287	-0.0056	0.0046
Si	-0.0118	0.0392	-0.0468
Si	-0.0073	0.0356	0.0045
Si	0.0038	0.0024	-0.0226
Si	0.0189	-0.0162	-0.0281
Si	0.0159	-0.0276	0.0127
Si	-0.0058	-0.0084	0.0031
Si	0.0138	0.0499	-0.0726
Si	0.0079	-0.0037	-0.0303
O	0.0052	0.0109	-0.0061
O	-0.0294	0.0082	0.0534
O	0.0011	-0.0031	0.0052
O	-0.0052	-0.0107	0.0201
O	-0.0165	0.0089	-0.0009
O	-0.0147	0.0271	0.0191
O	0.0237	-0.0135	0.0282
O	-0.011	0.0097	0.0244
O	0.0181	-0.0142	0.0163
O	0.0049	-0.0038	0.0121
O	-0.001	-0.0033	0.0246
O	-0.0058	-0.0055	0.0034
O	-0.0127	-0.0067	-0.0097
O	-0.0074	0.0073	-0.0284
O	-0.001	-0.001	0.0012
O	0.0042	-0.0181	0.0026
O	0.0051	-0.0039	-0.0194
O	0.0012	-0.002	-0.0042
O	0.0011	0.0152	-0.0117
O	0.0097	-0.0144	-0.003
Si	0.0039	-0.0002	-0.0064
Si	0.0065	0.0026	0.0004
Si	0.0191	-0.0011	0.003
Si	-0.0011	0.0009	-0.0007
Si	0.0106	-0.0072	0.0109
Si	0.0035	-0.0048	0.0042
Si	0.0112	-0.002	-0.0071
Si	-0.0108	-0.012	0.0055
Si	-0.0015	0.0022	-0.0053
Si	0.005	-0.0105	-0.0031
Si	0.0068	0.0141	0.0004
Si	-0.002	0.0031	-0.0043
Si	0.0073	-0.0012	-0.0155
Si	0.0105	-0.001	-0.0113
Si	0.0029	-0.0007	0.0016
Si	0.0051	0.0033	0.002
Si	-0.0039	0.0041	-0.0068
Si	-0.0165	0.0187	0.0203
Si	-0.0079	0.0026	-0.0061
Si	-0.014	-0.0151	-0.0089
Si	0.0297	-0.0133	0.0062
Si	0.0026	-0.0005	0.0032
Si	0.01	0.0186	0.0163
Si	-0.0007	0.006	0.0042
Si	-0.0048	0.0005	-0.0054
Si	0.0043	-0.0009	0.0053
Si	-0.0091	-0.0153	-0.002
Si	-0.0022	0.0048	-0.0019
Si	-0.007	-0.0068	-0.0007
Si	0.0102	0.0037	0.0074
Si	0.008	-0.002	-0.0045
Si	-0.0022	-0.0062	-0.0066
Si	-0.0067	0.0054	0.0028
Si	0.0018	0.0039	-0.0023
Si	0.0017	-0.0023	-0.0044
Si	0.0057	-0.0028	0.0017
Si	0.0043	0.0011	0.0071
O	0.0034	-0.0022	0.0062
O	0.0149	0.0033	-0.0152
O	0.0037	0.0012	-0.0043
O	0.0073	0.0004	0.0079
O	0.0025	-0.0024	-0.0023
O	0.0015	-0.0005	0.0036
O	0.0005	0.0003	0.006
O	-0.0009	-0.0026	0.0029
O	-0.0018	-0.0035	-0.0064
O	0.0019	0.0011	0.0046
O	-0.0023	-0.0008	0.0057
O	-0.0094	0.0091	0.0052
O	-0.0011	-0.0005	0.0039
O	-0.0016	0.0013	0.0093
O	0.0008	0.0001	0.005
O	-0.0038	0.0037	0.0043
O	-0.0014	-0.0022	0.0042
O	0.0023	0.0026	-0.0015
O	0.0053	-0.0029	0.0022
O	-0.0016	-0.001	0.0022
O	0.0025	0.0053	-0.0069
O	0.0002	0.0046	-0.0035
O	0.0068	0.014	0.006
O	0.0027	0.0023	-0.004
O	-0.0033	-0.0015	0.0081
O	-0.006	0.0229	0.0074
O	0.0027	0.001	0.0032
O	0.0012	-0.0017	0.0005
O	0.0102	-0.0036	0.0031
O	-0.0046	-0.0084	0.0019
O	0.0003	-0.0013	0.002
O	-0.0004	-0.0025	0.0058
O	-0.0017	0.0007	0.0018
O	-0.0036	-0.0016	0.0014
O	-0.0009	-0.004	-0.0008
O	0.0025	0.0051	0.0079
O	-0.0161	-0.0226	0.0005
O	0.0032	0.0027	-0.0007
O	0.0042	0	0.0051
O	0.0026	0.0075	0.0039
O	0.0008	-0.0029	0.0166
O	0.0003	0.0049	-0.0061
O	-0.0425	-0.0429	-0.0431
O	0.0016	0.0036	0.0038
O	0.0042	0.0074	0.0015
O	0.0099	0.034	-0.0139
O	-0.0023	0.0002	-0.0051
O	-0.004	0.0008	0.001
O	-0.0007	0.0014	0.0009
O	0.0167	0.0038	0.0089
O	0.0078	0.0148	-0.0094
O	0.0028	-0.0019	-0.0046
O	0.0024	-0.0041	0.0034
O	0.0099	0.0066	0.004
O	-0.0008	0.0032	-0.0007
O	0.006	-0.0046	-0.0059
O	0.0081	-0.0014	-0.0001
O	0.0044	0.0002	0.0021
O	0.0123	-0.0084	-0.0191
O	0.0086	-0.0061	-0.0038
O	-0.0124	-0.0062	-0.0155
O	0.0045	-0.0008	-0.0022
O	0.007	-0.0203	-0.0018
O	0.008	-0.0011	0.0006
O	0.0014	-0.0158	-0.0009
O	-0.0141	0.0119	-0.0132

The program warned: the cutoff lies below the one the program advises for these potential files; the forces do not sum to zero within the program's tolerance; the exchange-correlation potential is rough where the density is thin.
